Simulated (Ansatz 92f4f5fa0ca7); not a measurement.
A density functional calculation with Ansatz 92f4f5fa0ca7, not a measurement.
Periodic cell of 252 atoms, Si144O100N8, from a study of silicon, its oxide and their interface. The atomic structure is a simulated model.
This geometry differs little from another in the collection (a relaxation step or a small displacement).

Settings
functional: r2SCAN
potential files: Ansatz PAW
basis: plane waves
wave-function cutoff: 800 eV
density cutoff ratio: 5
exchange-correlation grid ratio: 1
k mesh: 1 x 1 x 1, shifted by 0.5 0.5 0 of a step
self-consistency stop: 1e-10 eV per atom in the density residual
occupations: fixed
spin: none
net charge: 0

Cell vectors (angstrom)
a	10.887	0	0
b	0	10.887	0
c	0	0	35.1702

Atoms: element, x, y, z (angstrom)
Si	0.7685	-0.5734	0.246
Si	2.743	2.6438	0.42
Si	0.5644	4.8656	-0.0935
Si	2.9138	7.9228	0.3829
Si	4.8976	0.4345	0.0601
Si	7.559	3.168	-0.06
Si	5.3521	5.5553	0.2138
Si	8.4289	8.1627	-0.3756
Si	1.4594	1.1838	1.6666
Si	4.1144	4.1155	1.585
Si	1.4233	6.5239	1.4414
Si	4.1444	9.5638	1.4946
Si	6.655	1.4554	1.3023
Si	9.5203	4.0329	1.1118
Si	6.9692	6.922	1.1885
Si	9.6953	9.4099	1.2005
Si	-0.0857	2.6498	2.6625
Si	2.8297	-0.0852	2.9936
Si	0.0401	8.026	2.684
Si	2.7503	5.3825	2.9378
Si	5.4684	2.7145	2.8622
Si	8.2024	-0.007	2.4995
Si	5.6151	8.2086	2.6872
Si	8.2754	5.4727	2.5786
Si	1.3103	3.9791	4.1095
Si	4.143	1.3563	4.2397
Si	1.3578	9.4145	4.1228
Si	4.1753	6.8481	4.0839
Si	6.8983	4.1274	4.0357
Si	9.4791	1.3141	4.023
Si	6.9124	9.5727	4.0394
Si	9.5521	6.7618	4.0787
Si	-0.0176	-0.0368	5.3996
Si	2.6919	2.6779	5.5035
Si	0.0097	5.4	5.4517
Si	2.7669	8.137	5.4772
Si	5.5309	-0.0127	5.4865
Si	8.1859	2.7216	5.4179
Si	5.5024	5.4506	5.4196
Si	8.2054	8.1689	5.4181
Si	1.3273	1.3105	6.8219
Si	4.0866	4.0932	6.7697
Si	1.3787	6.772	6.8008
Si	4.1019	9.5371	6.8161
Si	6.8325	1.3915	6.8179
Si	9.5317	4.0684	6.8103
Si	6.8216	6.823	6.7892
Si	9.5357	9.5282	6.7952
Si	-0.0213	2.699	8.17
Si	2.7072	-0.0199	8.1883
Si	-0.0024	8.1551	8.1401
Si	2.7298	5.4251	8.1511
Si	5.4457	2.7561	8.149
Si	8.1702	0.0057	8.1503
Si	5.4398	8.1605	8.1534
Si	8.1849	5.4707	8.1539
Si	1.3189	4.1087	9.4956
Si	4.0834	1.3868	9.4944
Si	1.3229	9.4864	9.5351
Si	4.0679	6.8018	9.5014
Si	6.8072	4.1413	9.5063
Si	9.475	1.3748	9.5302
Si	6.8158	9.5133	9.4924
Si	9.4967	6.8629	9.5462
Si	-0.1127	-0.0501	10.8508
Si	2.7108	2.7797	10.809
Si	-0.0448	5.4896	10.8758
Si	2.663	8.0825	10.8797
Si	5.4646	-0.0143	10.8054
Si	8.1246	2.7726	10.8883
Si	5.5091	5.5566	10.8683
Si	8.1208	8.208	10.9688
Si	1.2742	1.3729	12.0196
Si	4.119	4.1928	12.0935
Si	1.2905	6.7629	12.3343
Si	4.0929	9.4669	12.0795
Si	6.7821	1.3531	12.1987
Si	9.436	4.2084	12.2462
Si	6.7599	6.9042	12.4157
Si	9.413	9.5817	12.3804
Si	-0.0067	2.7663	13.3746
Si	2.6412	-0.0556	13.2124
Si	-0.1137	8.1782	13.7121
Si	2.8196	5.4037	13.596
Si	5.3122	2.7112	13.4081
Si	8.0806	0.1351	13.8022
Si	5.3347	8.3318	13.7416
Si	8.0839	5.4932	13.8111
Si	1.7426	3.5877	14.6984
Si	3.8127	1.3195	14.6092
Si	1.5106	9.5138	14.7386
Si	3.6589	7.2046	14.9887
Si	6.8383	3.7251	14.8447
Si	9.4052	1.8404	14.9292
Si	6.1773	10.1801	15.0414
Si	9.419	6.9292	15.226
Si	-3.035	-1.9819	17.1692
Si	-8.2218	7.3916	28.9897
Si	8.1884	-14.4796	19.5516
Si	-6.8524	-13.8379	26.3404
Si	22.9093	1.9089	22.286
Si	33.2603	0.9489	19.3015
Si	16.2495	1.6121	19.6349
Si	-0.0561	22.9398	24.9218
Si	5.9721	1.7765	28.1818
Si	2.0087	2.8035	31.0083
Si	29.5853	4.4851	19.0187
Si	7.081	11.3406	30.579
Si	-7.4142	-16.8071	25.2018
Si	6.3018	3.6268	24.4824
Si	6.2346	18.9347	21.7885
Si	8.0492	23.2413	26.0207
Si	-3.5533	10.8043	20.8612
Si	9.9366	13.6916	17.821
Si	8.7822	-8.8818	32.415
Si	1.7562	19.5395	31.6742
Si	6.5203	11.8522	23.4697
Si	-8.2948	-0.2462	26.0553
Si	22.9642	12.134	16.4276
Si	-2.3308	8.3746	26.5001
Si	-4.5893	-1.2986	33.05
Si	7.4209	5.5067	26.5844
Si	19.6945	6.5502	30.0572
Si	-0.5101	-15.1913	32.6775
Si	13.482	4.423	22.265
Si	21.6001	18.7027	28.0998
Si	20.5738	-1.2414	19.2845
Si	14.7637	1.7213	21.9659
Si	22.3234	-10.3416	32.5155
Si	17.2366	4.778	29.0143
Si	19.4331	-7.4823	28.1796
Si	3.8161	5.1528	30.7806
Si	4.2407	18.214	33.0094
Si	14.9827	-19.6587	25.8621
Si	0.5234	16.1909	17.0935
Si	-2.0831	20.1644	29.3264
Si	5.2477	25.556	17.623
Si	3.3407	16.913	17.7903
Si	6.3334	14.9868	21.3241
Si	12.3638	3.2187	26.2627
Si	-4.3921	19.8501	24.6473
Si	10.1512	4.1466	30.8424
Si	13.6777	23.4569	28.2907
Si	15.0175	-4.5684	20.6871
O	3.7776	1.5891	34.8019
O	1.7509	-1.8381	34.9798
O	11.4125	7.6899	32.1033
O	-4.0609	11.8416	27.0214
O	-2.7945	13.131	33.8579
O	0.584	11.2143	34.094
N	-6.1648	-7.2603	25.2139
O	7.1547	15.6591	25.2021
O	-4.3124	-0.6643	31.6083
O	12.5412	3.6421	34.8041
N	4.0941	6.7804	34.6304
O	5.3565	-0.2414	33.8244
O	9.2672	7.2693	33.683
O	0.8151	-7.0799	30.5791
O	2.8872	19.9257	25.9289
O	10.8959	12.2399	23.3021
O	5.8775	13.6155	20.6531
O	1.5783	-9.6242	18.0309
O	4.9479	0.3581	15.3759
O	14.6723	4.4597	17.7459
O	-8.78	4.7069	26.107
O	2.542	22.9818	22.7161
O	-1.8141	9.8047	17.7779
O	8.1283	2.813	15.3088
O	3.9079	6.7056	19.1395
O	6.6657	-1.0956	16.5557
O	6.4757	-13.8529	23.3979
O	12.1	14.443	22.3615
O	6.4178	9.5738	21.3396
O	14.9324	-4.1716	16.5039
O	11.9285	23.2471	20.7423
O	14.5632	3.3206	21.8057
N	15.2453	2.1021	27.6184
O	-10.9393	15.0356	18.0715
O	7.3544	7.2023	20.9454
O	7.9926	-1.6899	25.2518
O	7.2785	-2.8019	18.4523
O	6.2784	-6.2538	18.5302
O	23.1165	-3.5492	28.0604
O	16.348	19.412	25.8261
O	9.4539	14.4781	29.4905
O	18.3702	0.8756	22.1699
O	5.0613	15.5242	29.9218
O	-5.0487	3.8834	16.1327
O	8.5785	27.6612	18.8796
O	2.4484	0.2197	27.6411
O	-9.7689	21.8866	25.3931
O	-3.3135	-9.1186	31.3734
O	13.4398	-8.522	25.4391
O	1.7186	6.1403	17.7966
O	5.0788	1.5068	23.002
O	2.7294	5.6686	21.2293
O	15.5843	18.5113	21.4703
O	1.0948	-0.312	15.9369
O	5.0916	13.1408	18.1793
O	-1.9459	-8.6332	27.147
O	5.3164	-5.6216	20.9258
O	-0.7202	-2.7074	26.6105
O	2.5234	19.24	15.3093
O	-3.2611	-1.5717	33.9449
O	7.8671	-3.9181	26.2387
O	8.8089	10.4201	20.3983
O	8.4201	14.2299	18.0501
O	9.602	18.97	19.7092
O	9.7675	6.6504	28.7398
O	-2.4988	10.7306	29.836
O	17.0715	-11.3494	24.0939
O	8.3733	-2.9347	15.9664
O	-5.2766	19.0448	32.8156
N	9.7505	5.785	31.2717
N	13.3085	2.1098	15.4729
O	24.7516	5.0808	23.681
N	6.8913	24.9707	28.5955
O	14.8707	0.4941	25.5047
O	7.7969	15.1566	20.6358
O	-13.3761	8.0955	30.3974
O	1.6327	2.7479	27.8024
O	25.6616	-14.0095	27.9792
O	19.5343	15.6572	27.3274
O	22.9337	15.4018	15.8744
O	2.3592	-2.4337	30.1802
O	21.8953	13.5716	25.5731
O	14.046	3.8447	31.4638
O	12.0791	10.1609	31.7648
O	10.2666	-4.6235	16.4677
O	20.7333	-10.1037	32.2332
O	14.8275	6.4521	25.6676
O	21.0033	12.6502	19.0362
O	22.0656	10.2425	19.3398
O	6.4301	4.3574	34.6903
O	10.4096	20.0162	29.0445
N	7.083	12.9687	24.6826
O	-8.2378	1.7994	29.8936
O	2.9953	-2.5664	32.6789
O	9.3134	-10.2168	25.3212
O	6.1305	-16.2309	27.5899
O	4.0858	33.6994	20.49
O	-6.5721	16.9915	31.9707
O	1.4449	12.7336	32.1766
N	21.3132	1.9345	16.3794
O	-4.5035	25.7857	22.9208
O	9.6068	3.3413	32.1217
O	5.9233	-10.0556	29.5176
O	29.2586	16.5318	29.8134
O	-4.3293	0.535	19.5766
O	11.1802	16.3876	33.5892
O	8.0535	9.0122	27.909
O	13.761	5.9653	29.7419

Results
free energy: -152230.328 eV
free energy less fixed offsets of N -386.36, O -570.45, Si -639.56 eV per atom: 2.192 eV

Forces (eV/angstrom), in the order of the atoms: element, x, y, z
Si	0.0008	-0.0128	0.0534
Si	0.0048	0.0015	0.0284
Si	0.0003	-0.0087	0.0644
Si	-0.0051	0.0039	0.0228
Si	-0.0058	0.0093	0.0489
Si	-0.0117	0.0199	0.0585
Si	0.0068	-0.0088	0.0215
Si	-0.0063	-0.0012	0.0719
Si	-0.0003	-0.0007	0.0002
Si	-0.0017	0.0007	-0.0021
Si	-0.0018	-0.0045	-0.004
Si	0.0043	0.004	-0.0032
Si	-0.0012	-0.0013	-0.0017
Si	-0.0003	0.0004	-0.0041
Si	0.0008	0.0022	-0.005
Si	0.0001	-0.0003	-0.0069
Si	0.0014	-0.0001	-0.0003
Si	-0.0005	0.0003	0.0009
Si	0.0015	-0.001	-0.0014
Si	-0.001	-0.0029	0.0026
Si	-0.0009	0.0015	0
Si	-0.0024	0	-0.0009
Si	0.0004	0.0013	-0.0003
Si	-0.0002	0.0009	-0.0013
Si	0.0003	0.001	-0.001
Si	0.0012	-0.0006	0.0009
Si	0.0006	-0.0008	-0.0001
Si	-0.0013	-0.0004	-0.0004
Si	0.0003	-0.001	-0.0007
Si	-0.0013	0.0005	0.0004
Si	0.0001	-0.0001	0.0008
Si	-0.0002	-0.0005	0
Si	0.0001	0.0006	-0.0014
Si	0.0004	0	-0.0002
Si	0.0003	0.0004	-0.0003
Si	-0.0003	-0.0003	-0.0004
Si	0.0002	-0.0008	-0.0006
Si	0.001	-0.0003	-0.0012
Si	0	-0.0012	-0.001
Si	-0.0002	-0.0009	-0.0009
Si	-0.0001	-0.0005	-0.0005
Si	0.0004	-0.0007	-0.0011
Si	0.0007	-0.0004	-0.0004
Si	0.0009	-0.0003	-0.001
Si	-0.0002	-0.0001	-0.0008
Si	0.0001	0.0006	-0.0007
Si	0.0002	-0.0011	-0.0004
Si	0.0008	-0.0006	-0.0002
Si	0.0002	-0.0006	-0.001
Si	0.0004	-0.0007	-0.0003
Si	-0.0002	-0.0012	-0.001
Si	0.0008	-0.0004	-0.0014
Si	0.0011	0.0006	-0.0015
Si	0.0001	-0.0008	-0.001
Si	-0.0004	-0.0005	-0.0021
Si	0.0005	-0.0006	-0.0025
Si	-0.0004	-0.0004	-0.001
Si	0.0016	-0.0003	-0.0006
Si	0.0003	-0.0002	0.0001
Si	0	-0.0022	0.0004
Si	0.0009	-0.0006	0.0011
Si	-0.0002	-0.0006	-0.0003
Si	0.0008	-0.0016	-0.0001
Si	0.0002	0.0003	-0.0024
Si	-0.0006	-0.0015	0.0005
Si	0.0022	0.0008	0.0003
Si	0.0009	-0.0015	-0.0015
Si	0.0005	-0.0016	-0.0022
Si	-0.002	0.0001	-0.0003
Si	0.0006	-0.0005	-0.0007
Si	0.0004	0.0001	-0.0028
Si	-0.0001	0.0007	-0.0028
Si	0.0005	0	0.0008
Si	-0.0021	0	-0.0007
Si	-0.0012	-0.002	0.0011
Si	0.0027	-0.0014	-0.0019
Si	0.0019	-0.0022	-0.0003
Si	-0.0008	0.0012	0.0024
Si	0.0004	-0.0004	0.0026
Si	0.0008	0.0003	-0.0009
Si	-0.0002	-0.0006	0.0003
Si	0.0019	0.004	-0.0049
Si	0.002	-0.0025	-0.0013
Si	-0.002	-0.0021	-0.0014
Si	-0.0029	-0.0016	-0.0018
Si	0.0005	0.0037	-0.0006
Si	-0.0003	0.0005	-0.0023
Si	0.0041	-0.0022	-0.0004
Si	-0.0078	0.0163	0.0624
Si	0.0002	0.0065	0.0314
Si	-0.002	0.0085	0.0419
Si	0.0067	-0.0088	0.0619
Si	-0.0155	-0.0033	0.064
Si	0.0133	0.0095	0.0513
Si	0.009	-0.0074	0.0659
Si	-0.0066	0.0071	0.0785
Si	0.0199	-0.0023	0.1464
Si	-0.0272	-0.0026	0.1551
Si	-0.0147	-0.0066	0.1345
Si	-0.0301	-0.0013	0.1367
Si	-0.0135	0.0009	0.1821
Si	0.0119	-0.0057	0.1748
Si	-0.0018	-0.0151	0.153
Si	-0.0039	-0.0032	0.1523
Si	0.0111	-0.0002	0.1328
Si	-0.0306	0.0095	0.1258
Si	-0.0111	0.0115	0.1287
Si	0.0078	-0.0179	0.1505
Si	0.0083	0.0107	0.1446
Si	0.0058	0.0159	0.1683
Si	-0.0121	0.0215	0.1721
Si	0.0054	0.0069	0.1581
Si	-0.0325	0.016	0.1535
Si	-0.0357	0.0008	0.1248
Si	-0.0087	-0.0028	0.126
Si	0.0029	-0.0012	0.1293
Si	-0.0016	0.0026	0.1698
Si	0.0078	-0.0043	0.1104
Si	-0.0063	-0.0008	0.1166
Si	0.0355	-0.0123	0.1413
Si	-0.0075	-0.0056	0.1236
Si	0.0092	0.0092	0.1376
Si	0.0234	-0.0095	0.1183
Si	-0.0006	0.0028	0.1428
Si	0.0061	-0.0063	0.1561
Si	-0.0025	-0.0144	0.1135
Si	-0.0072	0.0087	0.1296
Si	0.0066	0.0154	0.1497
Si	-0.012	-0.0169	0.1136
Si	-0.013	0.0139	0.1285
Si	0.014	0.0217	0.1364
Si	-0.0029	0.0247	0.1348
Si	0.0045	0.0101	0.131
Si	-0.0026	-0.0157	0.1243
Si	0.0194	-0.0058	0.0861
Si	-0.0031	0.0095	0.1247
Si	-0.0015	-0.0188	0.1438
Si	0.02	-0.0057	0.1459
Si	-0.0264	-0.0153	0.1839
Si	0.0052	-0.0057	0.1186
Si	0.019	0.006	0.1729
Si	0.0059	0.0101	0.127
Si	-0.0078	0.0068	0.1452
Si	0.0012	-0.0138	0.1584
O	0.0039	-0.0051	-0.0241
O	-0.0115	0.0063	-0.0275
O	0.0131	0.0126	-0.0521
O	0.0276	-0.004	-0.0892
O	0.027	-0.0271	-0.0907
O	-0.001	0.0214	-0.0923
N	0.011	0.0154	-0.0666
O	-0.0255	-0.038	-0.0913
O	0.0155	0.0371	-0.092
O	-0.0056	0.0024	-0.0293
N	-0.0029	0.0124	-0.062
O	0.0185	-0.0225	-0.0637
O	0.0326	-0.0271	-0.0759
O	0.0049	-0.002	-0.0434
O	-0.0005	0.0117	-0.0431
O	0.0239	0.0177	-0.1153
O	0.0009	-0.0103	-0.0755
O	0.0096	0.0096	-0.1054
O	-0.005	0.0022	-0.0288
O	-0.0028	0.0065	-0.0466
O	0.0225	0.011	-0.056
O	0.0018	0.0082	-0.0626
O	-0.0239	-0.0066	-0.0808
O	-0.0017	-0.0011	-0.0336
O	-0.0231	-0.0027	-0.1208
O	-0.022	0.0179	-0.0779
O	-0.0062	-0.0236	-0.1262
O	-0.0007	-0.0052	-0.0552
O	0.0152	0.0083	-0.0576
O	0.0037	0.0229	-0.089
O	-0.0182	-0.0292	-0.1374
O	0.0069	-0.0002	-0.0459
N	-0.0084	0.007	-0.0914
O	0.0167	0.0121	-0.0533
O	0.0452	-0.0162	-0.0893
O	-0.0406	0.0119	-0.0756
O	-0.0026	0.0228	-0.0837
O	-0.0219	-0.0039	-0.0678
O	-0.0075	0.001	-0.0486
O	0.0295	0.0133	-0.0694
O	-0.0387	-0.0191	-0.1005
O	0.0204	-0.0233	-0.113
O	0.0378	-0.0129	-0.0684
O	0.033	0.0004	-0.1018
O	0.0114	-0.0081	-0.0459
O	0.0009	-0.0176	-0.0747
O	-0.0295	0.0178	-0.0551
O	-0.0252	-0.0131	-0.067
O	0.005	0.0035	-0.0513
O	-0.0288	-0.0144	-0.0545
O	-0.0376	0.0049	-0.0902
O	0.0237	0.0338	-0.0769
O	-0.0148	-0.0192	-0.0599
O	0.0094	-0.0268	-0.0503
O	-0.0046	0.0364	-0.088
O	-0.0072	-0.0271	-0.0779
O	-0.0025	0.0127	-0.0578
O	-0.0194	0.0099	-0.0696
O	-0.003	0.0043	-0.0246
O	-0.0229	0.02	-0.0561
O	-0.012	0.0079	-0.0483
O	0.0435	-0.0205	-0.0724
O	0.0274	-0.0175	-0.0574
O	0.0032	0.0037	-0.0415
O	0.0179	0.0198	-0.0669
O	0.0132	-0.0174	-0.0613
O	0	0.0258	-0.0684
O	0.0248	-0.0336	-0.0708
O	0.0005	0.0025	-0.0422
N	-0.0268	-0.0062	-0.0863
N	0.0154	0.0054	-0.0485
O	-0.024	-0.0101	-0.1328
N	0.0008	-0.0164	-0.0618
O	0.0061	0.0009	-0.0518
O	0.028	0.008	-0.0893
O	0.0016	0.0118	-0.055
O	-0.0115	0.0146	-0.08
O	0.029	0.0149	-0.1003
O	-0.0136	0.0147	-0.0635
O	0.0196	-0.014	-0.0565
O	0.0153	-0.0217	-0.0981
O	-0.0123	-0.0218	-0.059
O	0.0001	-0.0037	-0.0457
O	0.0074	-0.0107	-0.0447
O	-0.014	0.0135	-0.0608
O	-0.0073	0.0044	-0.0386
O	-0.0052	-0.0349	-0.0592
O	-0.009	0.023	-0.0739
O	0.0018	0.0028	-0.0469
O	0.0082	-0.0104	-0.0218
O	0.0049	-0.0085	-0.0474
N	-0.0238	-0.006	-0.0976
O	0.025	-0.0221	-0.1058
O	-0.0281	0.0112	-0.0665
O	0.0163	0.0024	-0.0541
O	0.0106	0.011	-0.0789
O	0.0198	-0.005	-0.0878
O	-0.0129	-0.0451	-0.091
O	0.0194	0.0267	-0.0593
N	0.0003	-0.0135	-0.0893
O	0.0058	0.0163	-0.1445
O	0.0146	0.0232	-0.0628
O	-0.0247	0.0326	-0.093
O	-0.0313	-0.0218	-0.0554
O	-0.0069	0.0096	-0.0632
O	-0.0174	0.0242	-0.0812
O	-0.012	-0.0147	-0.0949
O	-0.008	0.0194	-0.0658

The program warned: the cutoff lies below the one the program advises for these potential files; the forces do not sum to zero within the program's tolerance; empty levels may hold ghost states of the PAW files; the exchange-correlation potential is rough where the density is thin.
